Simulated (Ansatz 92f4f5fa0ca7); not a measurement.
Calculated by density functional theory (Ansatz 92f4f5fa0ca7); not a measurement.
Periodic cell of 234 atoms, Si134O100, from a study of silicon, its oxide and their interface. The atomic structure is a simulated model.
This geometry differs little from another in the collection (a relaxation step or a small displacement).

Settings: functional r2SCAN; potential files Ansatz norm-conserving; basis plane waves; wave-function cutoff 1300 eV; density cutoff ratio 4; exchange-correlation grid ratio 1; k mesh 2 x 2 x 1, shifted by 0.5 0.5 0.5 of a step; self-consistency stop 5e-08 eV per atom in the density residual; occupations Fermi-Dirac, 0.05 eV; spin none; net charge 0.

Cell vectors (angstrom)
a, 11.5403, 0, 0
b, 0, 15.3871, 0
c, 1.571, -1.0201, 22.2737

Atoms: element, x, y, z (angstrom)
Si, 1.3146, 0.0292, 0.1515
Si, 1.2912, 3.2071, -0.0426
Si, 1.4386, 7.6616, 0.166
Si, 1.3243, 10.6984, 0.3427
Si, 5.1414, -1.3948, -0.2032
Si, 5.1403, 4.5731, -0.3304
Si, 5.1778, 7.6997, 0.3398
Si, 5.1566, 10.8549, 0.3461
Si, 9.2674, -0.2631, 0.2365
Si, 8.7116, 4.4598, -0.1664
Si, 8.949, 7.5507, 0.4596
Si, 8.9336, 10.5824, -0.0034
Si, 3.3746, -0.4423, 1.2397
Si, 3.2964, 3.6456, 1.187
Si, 3.2569, 7.4663, 1.6165
Si, 3.2487, 11.0862, 1.6443
Si, 7.045, -0.3308, 1.1046
Si, 6.9015, 3.7824, 1.1801
Si, 7.0271, 7.5322, 1.7206
Si, 7.1372, 11.1236, 1.5132
Si, 11.0531, -0.2601, 1.6555
Si, 10.7734, 3.6359, 1.1565
Si, 11.0048, 7.4147, 1.5275
Si, 10.8506, 11.0509, 1.4854
Si, 3.3758, 1.6102, 2.5731
Si, 3.208, 5.4394, 2.7576
Si, 3.2762, 9.2713, 3.052
Si, 3.2754, 13.1564, 2.7758
Si, 6.9393, 1.6576, 2.4911
Si, 6.9648, 5.4844, 2.7979
Si, 7.1089, 9.3859, 3.0337
Si, 7.1414, 13.2264, 2.6684
Si, 10.8464, 1.7581, 2.7331
Si, 10.9102, 5.4314, 2.7289
Si, 10.9385, 9.2554, 2.9761
Si, 10.9729, 13.0927, 2.8026
Si, 1.3667, 1.6475, 3.975
Si, 1.2851, 5.4308, 4.1163
Si, 1.3332, 9.2903, 4.3138
Si, 1.3714, 13.1607, 4.1411
Si, 5.1772, 1.637, 4.0784
Si, 5.0857, 5.4631, 4.1946
Si, 5.2081, 9.3359, 4.3674
Si, 5.2358, 13.1938, 4.1189
Si, 8.837, 1.6266, 3.9857
Si, 8.9272, 5.4482, 4.0873
Si, 9.022, 9.2939, 4.3273
Si, 9.0174, 13.1953, 4.1181
Si, 1.3365, -0.249, 5.4595
Si, 1.2946, 3.4958, 5.4243
Si, 1.3163, 7.3145, 5.5486
Si, 1.4563, 11.2846, 5.5223
Si, 5.1919, -0.2658, 5.544
Si, 5.049, 3.5274, 5.5186
Si, 5.215, 7.3514, 5.616
Si, 5.2911, 11.3277, 5.5853
Si, 8.9753, -0.2606, 5.4985
Si, 8.8026, 3.4974, 5.3892
Si, 8.8898, 7.3092, 5.5344
Si, 9.0372, 11.3019, 5.5176
Si, 3.2244, -0.1723, 6.9188
Si, 3.1228, 3.5706, 6.931
Si, 3.2767, 7.3267, 6.88
Si, 3.3776, 11.3259, 6.9606
Si, 7.1056, -0.3208, 6.9885
Si, 6.9486, 3.5329, 6.8994
Si, 7.0842, 7.3411, 7.0579
Si, 7.2045, 11.272, 7.0103
Si, 10.948, -0.2416, 6.8511
Si, 10.7961, 3.4223, 6.5908
Si, 10.8435, 7.2687, 6.7524
Si, 11.0102, 11.3065, 6.7981
Si, 3.0712, 1.7101, 8.3917
Si, 3.1325, 5.5303, 8.3298
Si, 3.4071, 9.2567, 8.1656
Si, 3.4569, 13.3345, 8.3239
Si, 6.9373, 1.6168, 8.3087
Si, 6.9561, 5.3923, 8.3998
Si, 7.212, 9.3032, 8.4227
Si, 7.2711, 13.1696, 8.4919
Si, 10.7848, 1.7065, 8.1443
Si, 10.7258, 5.2738, 7.9168
Si, 10.896, 9.2605, 7.9371
Si, 11.067, 13.1989, 8.1931
Si, 1.0039, 2.3694, 9.5285
Si, 0.9788, 5.4558, 9.3114
Si, 1.2937, 9.5656, 9.1492
Si, 1.5303, 12.6566, 9.4426
Si, 5.0169, 1.9172, 9.7285
Si, 5.0071, 5.0754, 9.7573
Si, 5.2092, 9.7043, 9.6233
Si, 5.2765, 12.9112, 9.8262
Si, 8.8968, 1.8588, 9.5677
Si, 9.0069, 4.9351, 9.4978
Si, 9.2994, 9.5834, 9.5879
Si, 9.379, 12.7326, 9.7149
Si, -1.2715, 6.5606, 14.0849
Si, 6.9583, 4.2271, 16.2437
Si, 2.4333, 11.9724, 20.4341
Si, 8.973, 3.8739, 14.2043
Si, 9.0043, -0.5395, 11.7526
Si, 4.8215, 6.3464, 12.7344
Si, 0.9814, 6.3797, 15.9002
Si, 12.231, 11.5187, 14.4084
Si, 8.4153, 10.185, 15.8033
Si, 4.212, 9.1411, 12.4875
Si, 1.5556, 8.1893, 17.9679
Si, 4.5311, 3.6634, 14.3864
Si, 1.6108, 10.7745, 11.756
Si, 11.004, 2.9895, 19.3557
Si, 1.033, 5.4507, 18.6523
Si, 4.2379, 1.3303, 12.5641
Si, 6.3608, 13.3654, 12.6055
Si, 1.5813, 3.7767, 14.6528
Si, 4.9826, -0.5822, 14.8466
Si, 3.3847, 4.4133, 20.0797
Si, 10.919, 11.8468, 20.4439
Si, 7.4165, 6.1651, 14.182
Si, 10.4902, 7.0498, 11.0835
Si, 6.2598, 10.7072, 14.187
Si, 6.0247, 3.28, 18.9918
Si, 11.3072, 1.9319, 16.5264
Si, 3.4926, 10.6451, 18.0253
Si, 12.6935, 1.9769, 12.4324
Si, 13.4218, -0.2084, 17.6294
Si, 10.2559, 1.1535, 13.9259
Si, -0.3867, 9.8857, 16.5451
Si, 6.5707, -1.7192, 18.9539
Si, 14.3415, -2.5881, 15.906
Si, 11.7164, 0.2636, 19.8718
Si, -1.3913, 12.4329, 16.1878
Si, 9.5795, -1.3699, 18.5617
Si, 4.9364, 0.5637, 17.5997
Si, 6.2087, 10.9794, 17.199
O, 12.7042, 3.4707, 13.1088
O, 10.3426, -0.0378, 19.0457
O, 5.4627, 1.9251, 18.2812
O, 9.4941, 2.5365, 13.462
O, 1.6483, 6.6446, -1.1172
O, 12.0939, 1.8376, 19.7573
O, 1.2885, 11.807, -0.8416
O, 1.4276, 9.2143, -0.4369
O, 5.4268, -0.7074, 18.4557
O, 4.1239, -1.7607, 15.5404
O, 5.192, 6.2507, -0.545
O, 5.211, 3.9302, -1.8758
O, 5.5903, 3.6065, 15.6106
O, 1.2749, 7.0234, 19.0831
O, 14.6023, -3.9996, 16.6495
O, 9.7614, 9.3115, 15.9305
O, 9.3283, -1.7779, -0.3908
O, 9.9472, -2.6865, 19.4491
O, 11.3938, -0.1876, 21.385
O, 8.3422, 3.9073, -1.7142
O, 8.9128, 8.9596, -0.4557
O, 8.7591, 6.1172, -0.365
O, 1.0766, 9.5801, 10.7891
O, 0.348, 6.6835, 10.2904
O, 0.5045, 1.7254, 10.9779
O, 1.1022, 3.9656, 10.0468
O, 14.2293, 1.5736, 12.2215
O, 3.7868, 7.6048, 12.8768
O, 1.3744, 11.1663, 8.7617
O, 1.7682, 12.2466, 11.0458
O, 13.4136, -1.6151, 16.8158
O, 5.0007, 1.0277, 11.1557
O, 5.0179, 3.4949, 10.2365
O, 9.5181, -0.1125, 13.2442
O, 4.9608, 5.9058, 11.1843
O, 5.0489, 8.9869, 11.1008
O, 5.0952, 11.2927, 9.9977
O, 2.9935, 10.1958, 12.3735
O, 8.8978, 0.8052, 10.838
O, 8.9635, 3.4077, 10.178
O, 3.0781, 3.2175, 14.9806
O, 9.3635, 5.9069, 10.7761
O, 9.8811, -1.6746, 10.9695
O, 9.3722, 11.1285, 10.2316
O, 11.8179, 1.0694, 13.4638
O, 4.9809, 2.608, 13.2454
O, 5.1004, 9.7094, 13.7149
O, 13.6098, -3.0191, 14.5269
O, 12.0891, 3.0745, 15.6801
O, 6.199, -1.2489, 14.0338
O, 5.2209, 13.4269, 11.4301
O, 4.8589, 4.3067, 19.4413
O, 0.439, 5.4815, 17.1417
O, 6.4574, 12.2857, 18.1124
O, 7.5107, 9.9965, 17.1506
O, 7.6052, 14.0832, 11.9088
O, 8.7416, 7.108, 14.2372
O, 4.1387, 0.1703, 13.694
O, 12.9345, -0.5341, 19.1449
O, 9.7927, 8.4862, 10.7194
O, 1.4063, 4.0421, -1.4673
O, 0.497, 10.9999, 12.9081
O, 10.2292, 1.1757, 15.5581
O, 5.1465, -3.0654, -0.5071
O, 10.8568, 7.0003, 12.658
O, -0.2635, 7.1559, 15.2124
O, 8.7316, 11.7992, 15.7181
O, 3.405, 11.7977, 19.1489
O, 10.2175, 4.9342, 14.3266
O, 5.4596, 0.4195, 16.0461
O, 0.1243, 8.9008, 17.6981
O, 6.5668, 11.8066, 13.0387
O, 5.1479, 9.2755, -0.3853
O, 11.5366, 4.5243, 19.4728
O, 9.9881, -1.5798, 16.9924
O, 12.3819, 0.8172, 16.9573
O, 2.7157, 13.3881, 21.1471
O, 12.2266, 10.1787, 15.3575
O, 4.3699, 5.1261, 13.7077
O, 10.5765, 2.6421, 17.8077
O, 7.791, 4.7246, 13.4433
O, 7.6033, 9.8096, 14.4531
O, 14.8596, 0.5242, 17.6017
O, 5.0094, 10.1153, 17.8564
O, 1.3204, 1.5798, -0.4766
O, 2.4598, 4.7036, 18.7693
O, 6.2602, 6.8716, 13.3226
O, 4.8707, -0.8274, -1.7198
O, 6.933, 4.0417, 17.8571
O, -0.6948, 11.3484, 17.2012
O, 2.6193, 9.3232, 18.3824
O, 12.446, 11.8289, 19.9028
O, 7.003, 5.7928, 15.733
O, 1.6532, 5.3904, 14.8244
O, 8.0073, -1.0602, 18.6216
O, 5.8536, 11.3635, 15.6388
O, 2.0186, 7.465, 16.5546
O, 11.0493, 12.5568, 14.8451
O, 8.3124, 3.4972, 15.6615
O, 8.8344, 11.3616, -1.4761

Results
free energy: -62190.882 eV
free energy less fixed offsets of O -463.61, Si -117.95 eV per atom: -24.582 eV
pressure: -1.49 GPa
stress xx, yy, zz, yz, xz, xy (GPa, positive in tension): -0.48, 2.81, 2.14, 0.04, -0.04, 0.22

Forces (eV/angstrom), in the order of the atoms: element, x, y, z
Si, 0.1316, 0.1278, -0.5134
Si, -0.0289, -0.3045, -0.3982
Si, -0.0665, 0.2537, -0.5701
Si, 0.0589, -0.1843, -0.6368
Si, -0.2326, 0.0593, -0.6766
Si, -0.0057, -0.1454, -0.1014
Si, -0.0539, 0.4369, -0.5357
Si, -0.0058, -0.5105, -0.4069
Si, 0.2287, -0.1005, -0.4
Si, -0.0324, 0.0023, -0.143
Si, -0.0939, 0.0113, -0.6632
Si, -0.0336, -0.497, -0.2927
Si, -0.0849, -0.1219, -0.0791
Si, 0.0132, 0.2101, -0.3191
Si, -0.038, -0.0431, -0.1987
Si, -0.2513, 0.0133, -0.1754
Si, -0.0859, -0.2887, -0.139
Si, -0.0114, 0.2662, -0.2674
Si, 0.0486, -0.0346, -0.1531
Si, 0.2168, 0.0436, -0.2822
Si, 0.0748, -0.0422, -0.1535
Si, 0.0465, 0.0775, -0.3706
Si, 0.1499, 0.0747, -0.2802
Si, -0.101, 0.0719, -0.2944
Si, 0.0164, -0.0301, -0.2264
Si, -0.0939, -0.1073, 0.0866
Si, -0.0481, -0.0106, 0.2473
Si, -0.1212, -0.0202, 0.0836
Si, 0.0119, 0.1346, -0.298
Si, 0.0086, -0.112, 0.1637
Si, -0.0241, 0.0445, 0.2456
Si, 0.1624, -0.0526, 0.0074
Si, 0.0278, 0.2624, 0.2131
Si, -0.0117, -0.1903, 0.162
Si, 0.0259, 0.0514, 0.0591
Si, 0.0235, -0.1452, -0.0295
Si, -0.0485, 0.14, -0.0981
Si, 0.0336, 0.0217, -0.0883
Si, 0.0393, 0.174, -0.0757
Si, 0.0238, -0.1019, 0.0911
Si, -0.112, 0.0285, 0.1889
Si, 0.1911, -0.0489, -0.0302
Si, 0.0375, 0.0429, 0.0578
Si, -0.0326, 0.0679, 0.0728
Si, 0.1854, -0.1132, 0.0064
Si, -0.0851, -0.0843, -0.1408
Si, -0.1204, -0.0035, -0.1223
Si, -0.1391, -0.0349, 0.0239
Si, -0.0499, -0.0564, -0.092
Si, 0.1698, -0.0391, 0.0432
Si, -0.0422, -0.0891, -0.0297
Si, -0.1186, 0.0292, 0.5029
Si, 0.0613, -0.0407, -0.1111
Si, -0.0036, 0.0763, 0.0455
Si, -0.051, -0.0372, -0.1383
Si, -0.1579, -0.0449, 0.3435
Si, -0.0511, 0.052, -0.1022
Si, -0.0453, 0.1178, 0.012
Si, 0.1161, 0.0304, -0.0877
Si, 0.1691, 0.0633, 0.3329
Si, 0.0284, -0.0434, 0.0547
Si, 0.0289, 0.0763, -0.019
Si, 0.0913, 0.2008, 0.0302
Si, 0.0521, 0.1061, -0.4055
Si, -0.0198, -0.1566, 0.0326
Si, 0.0302, -0.0014, 0.0352
Si, -0.0164, -0.0406, 0.1992
Si, -0.081, 0.0148, 0.1172
Si, -0.0437, -0.0386, -0.0351
Si, -0.0798, -0.1516, -0.3552
Si, -0.1258, 0.0869, 0.0164
Si, 0.1992, 0.0801, -0.5879
Si, -0.1506, 0.1532, 0.2189
Si, 0.0745, -0.143, 0.2186
Si, -0.12, -0.0149, 0.2449
Si, 0.0114, -0.1347, 0.2
Si, -0.0255, 0.1135, 0.201
Si, 0.1659, -0.1714, 0.1223
Si, 0.0127, 0.2762, 0.1487
Si, 0.0882, -0.1704, 0.3819
Si, -0.0543, -0.0055, 0.0914
Si, -0.0843, 0.1522, 0.0381
Si, -0.0237, -0.0888, 0.1177
Si, 0.0981, -0.1152, 0.2735
Si, -0.0477, 0.0904, 0.7652
Si, -0.3211, -0.0758, 0.6165
Si, 0.1899, 0.2496, 0.1995
Si, -0.0724, -0.3352, -0.038
Si, -0.0124, 0.0093, 0.5833
Si, -0.0711, 0.1138, 0.7536
Si, -0.1411, -0.147, 0.5243
Si, 0.0376, 0.0172, 0.4464
Si, -0.0182, 0.1286, 0.594
Si, -0.2035, -0.2659, 0.7218
Si, 0.2779, 0.0324, 0.2596
Si, -0.0018, -0.0783, 0.0459
Si, -0.0993, 0.0607, 0.4851
Si, -0.0241, 0.0151, 0.064
Si, 0.3741, 0.0373, -0.1233
Si, 0.1193, -0.1095, 0.0554
Si, 0.1263, 0.1628, 0.1805
Si, 0.0539, 0.0867, 0.5411
Si, 0.0271, 0.1089, -0.0659
Si, 0.0793, 0.1144, 0.0912
Si, 0.0729, -0.1981, 0.02
Si, 0.0187, -0.0966, 0.53
Si, 0.0577, 0.0013, -0.216
Si, -0.1099, -0.0778, 0.2993
Si, -0.1775, -0.1118, 0.4935
Si, 0.0028, 0.0678, -0.5981
Si, -0.1472, 0.2102, -0.4425
Si, -0.1308, 0.1636, 0.487
Si, -0.0054, -0.2316, 0.4506
Si, 0.0277, 0.0987, 0.2304
Si, -0.0394, 0.0096, 0.3781
Si, -0.1216, 0.0688, -0.2488
Si, -0.1674, 0.1038, -0.1455
Si, 0.04, 0.169, 0.1111
Si, -0.053, 0.0435, 0.2515
Si, 0.0358, -0.1615, 0.1654
Si, 0.0228, -0.1252, -0.4313
Si, 0.0317, -0.0601, -0.1277
Si, 0.0562, -0.2998, -0.4252
Si, -0.0357, 0.0507, 0.5906
Si, 0.1795, 0.0765, -0.3949
Si, -0.0119, 0.2209, 0.3788
Si, 0.0225, -0.3457, 0.1077
Si, 0.0047, 0.0178, -0.4928
Si, -0.0245, 0.0064, -0.062
Si, -0.0396, -0.1128, -0.301
Si, -0.0706, 0.2816, -0.1046
Si, -0.0815, 0.1901, -0.5728
Si, -0.1225, -0.0499, -0.2243
Si, 0.0135, -0.2481, 0.04
O, 0.0337, -0.3724, -0.1424
O, 0.2302, -0.0885, 0.2604
O, 0.0939, 0.2544, 0.2188
O, 0.1201, -0.0986, 0.0827
O, -0.0665, 0.0388, 0.197
O, -0.2022, 0.0454, 0.1313
O, -0.1126, 0.067, -0.077
O, -0.1863, 0.1345, 0.8571
O, 0.1051, -0.0821, 0.0866
O, 0.0255, 0.1151, -0.0935
O, -0.063, -0.3333, 0.2789
O, -0.027, 0.3775, 0.4868
O, 0.0878, 0.1494, -0.1733
O, 0.0181, -0.2198, -0.1081
O, 0.038, 0.0483, 0.2975
O, 0.0204, 0.471, 0.0458
O, -0.0096, 0.0608, -0.2126
O, 0.1993, -0.0975, 0.2723
O, -0.2305, -0.1833, 0.197
O, 0.2901, 0.1953, 0.6273
O, 0.0779, 0.2762, 0.7201
O, 0.2271, -0.478, 0.2432
O, 0.1008, 0.2096, -0.5613
O, 0.2995, -0.4058, -0.2376
O, 0.1639, 0.1752, -0.4811
O, 0.0628, -0.2904, -0.5793
O, 0.0334, 0.0522, -0.075
O, 0.2764, 0.0694, -0.3301
O, -0.0564, 0.2396, 0.5521
O, -0.1106, -0.0796, -0.6697
O, 0.1271, 0.0987, 0.1034
O, 0.0105, 0.3166, -0.5929
O, 0.0157, -0.0487, -0.4794
O, -0.1086, -0.078, -0.5549
O, -0.0067, -0.2345, -0.4368
O, 0.0729, 0.2108, -0.3581
O, 0.0693, -0.1304, -0.2129
O, -0.1307, 0.0778, -0.248
O, 0.0466, -0.0588, -0.1912
O, 0.0501, 0.0528, -0.7355
O, 0.0486, 0.1169, -0.3224
O, 0.1534, 0.1091, -0.2713
O, -0.3168, -0.0724, -0.1076
O, -0.0789, 0.2654, -0.5557
O, -0.0123, 0.2317, -0.293
O, -0.2233, -0.2289, -0.1775
O, -0.0683, 0.0259, -0.4076
O, -0.2159, -0.1558, 0.1391
O, 0.025, -0.0479, -0.1239
O, -0.1186, -0.0721, -0.4561
O, 0.086, -0.1205, -0.643
O, -0.0981, -0.0784, 0.1699
O, 0.3119, 0.1244, 0.2548
O, -0.0348, 0.121, 0.1647
O, -0.1136, 0.3594, -0.3737
O, 0.069, 0.0762, -0.0533
O, 0.0329, -0.4014, -0.1578
O, 0.2099, 0.1131, -0.2184
O, -0.2982, 0.1114, 0.2021
O, 0.0088, -0.1754, -0.0327
O, 0.0206, -0.0468, 0.3925
O, 0.3074, -0.0264, -0.24
O, 0.181, 0.1682, -0.2765
O, 0.0539, 0.5303, 0.46
O, -0.1475, -0.0009, -0.4669
O, 0.0176, -0.2866, -0.2214
O, 0.1909, -0.1957, 0.158
O, -0.2724, 0.0505, 0.3731
O, -0.1862, 0.0666, -0.1913
O, -0.1945, -0.1666, 0.0096
O, 0.2483, 0.0524, -0.1303
O, -0.0861, 0.305, -0.1161
O, 0.0339, 0.103, 0.7254
O, 0.1646, -0.1664, 0.0391
O, -0.0742, -0.2391, 0.3802
O, -0.0492, -0.0265, 0.1906
O, -0.1268, -0.0444, 0.0564
O, -0.2001, 0.303, 0.0428
O, 0.1701, 0.0667, -0.3039
O, 0.2467, 0.028, 0.4619
O, 0.1505, 0.148, 0.2186
O, -0.1918, 0.3732, 0.2656
O, 0.0344, -0.1287, 0.0496
O, -0.1048, 0.3943, -0.033
O, -0.0279, 0.1871, 0.6801
O, 0.0582, -0.0431, 0.4561
O, -0.1712, -0.2003, -0.1538
O, 0.155, -0.2212, 0.4303
O, -0.2167, -0.1817, 0.1638
O, -0.0736, -0.0903, -0.3093
O, -0.0853, 0.1128, 0.0407
O, -0.1178, -0.0256, 0.2118
O, 0.0733, -0.2959, -0.275
O, -0.189, -0.1395, 0.1433
O, 0.0746, -0.1713, 0.1916
O, 0.2467, -0.1738, -0.0229
O, -0.4063, -0.0431, 0.3332
O, 0.1171, -0.3114, 0.1971
O, -0.1691, 0.2678, -0.2102
O, 0.2249, 0.098, 0.3667

The program warned: the forces do not sum to zero within the program's tolerance.
